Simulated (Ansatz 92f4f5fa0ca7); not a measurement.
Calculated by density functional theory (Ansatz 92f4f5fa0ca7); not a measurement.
Periodic cell of 220 atoms, Si132O88, from a study of silicon, its oxide and their interface. The atomic structure is a simulated model.
This geometry differs little from another in the collection (a relaxation step or a small displacement).

Settings: functional r2SCAN; potential files Ansatz PAW; basis plane waves; wave-function cutoff 800 eV; density cutoff ratio 5; exchange-correlation grid ratio 1; k mesh 1 x 1 x 1, shifted by 0.5 0.5 0 of a step; self-consistency stop 1e-10 eV per atom in the density residual; occupations fixed; spin none; net charge 0.

Cell vectors (angstrom)
a, 10.887, 0, 0
b, 0, 10.887, 0
c, 0, 0, 31.9615

Atoms and the computed forces on them: element, x, y, z (angstrom), force x, y, z (eV/angstrom)
Si, 0.0761, 0.3486, -5.8625, 0.0009, 0.0001, 0.0072
Si, 3.6257, 3.2999, 1.3246, -0.0042, 0.0037, 0.0034
Si, -0.0383, 8.1014, 2.7599, 0, 0.0002, 0.0007
Si, 6.9504, 4.5556, -4.9926, 0.0001, 0.0011, 0.012
Si, 12.5439, -3.1813, -0.598, 0.0062, -0.0019, 0.0071
Si, 7.3397, -0.8661, -2.7873, -0.0014, 0.0002, 0.0106
Si, 6.6172, 7.6867, -0.7856, -0.003, 0.001, 0.0077
Si, 9.4291, 12.24, -2.0334, 0.0001, 0.0003, 0.0102
Si, 1.7591, 1.6295, 1.5902, -0.0017, -0.0016, -0.0014
Si, 5.3955, 2.5193, -0.3101, 0.0005, -0.0021, 0.0022
Si, 3.7872, 8.9128, -0.4552, -0.0035, -0.0025, 0.0057
Si, 4.4819, 10.022, 1.5622, -0.0009, -0.0007, -0.0022
Si, 6.1601, 0.9811, 1.4807, -0.0003, 0, -0.0006
Si, 10.1035, 4.6391, 1.5905, -0.0007, 0.0006, -0.0033
Si, 7.4128, 7.5443, 1.4295, -0.0006, -0.0004, -0.0004
Si, 7.9808, 10.9512, 2.7865, -0.0004, -0.0001, 0.0016
Si, 0.1076, 2.8145, 2.7914, 0.0001, -0.0014, 0.0004
Si, 2.806, 0.0423, 2.9272, -0.0013, -0.0001, -0.0012
Si, 0.9441, 6.4127, 1.3755, 0.0003, 0.0007, 0.0005
Si, 2.7343, 5.2935, 2.5022, -0.0009, 0.0037, 0.0033
Si, 5.2539, 2.6041, 2.9021, 0.0007, -0.0002, -0.0018
Si, 9.1202, -1.6107, 1.6607, -0.0004, 0.0007, 0.0001
Si, 5.577, 8.3063, 2.7518, -0.0023, -0.001, -0.0002
Si, 8.2204, 5.6091, 2.6309, -0.0003, -0.0004, 0.0013
Si, 1.4715, 4.1086, 4.1649, -0.0014, 0.0013, 0.0001
Si, 4.0509, 1.3419, 4.4085, -0.0012, -0.0006, -0.0009
Si, 1.3479, 9.4855, 4.0565, 0.0003, 0.0008, -0.002
Si, 4.1131, 6.7658, 3.8664, 0.0009, 0, -0.0002
Si, 6.7871, 4.1224, 3.9294, -0.0011, 0.0015, -0.0013
Si, 9.4939, 1.4175, 4.0036, -0.0004, 0.0001, -0.0001
Si, 6.7775, 9.5943, 4.2773, 0.0011, 0, -0.0001
Si, 9.5062, 6.83, 4.203, -0.001, -0.001, -0.0004
Si, -0.0378, -0.0026, 5.3746, -0.001, -0.0007, -0.0006
Si, 2.6922, 2.7551, 5.6234, -0.0009, 0.002, 0.0001
Si, 0.0283, 5.4439, 5.4791, 0.001, -0.001, 0.0011
Si, 2.7412, 8.0946, 5.3392, -0.002, -0.0007, 0.0002
Si, 5.4391, -0.0162, 5.659, 0.0001, 0.0002, -0.0001
Si, 8.1414, 2.7776, 5.3629, -0.0002, 0.0003, 0
Si, 5.4369, 5.4519, 5.3436, -0.0017, -0.0002, 0.0006
Si, 8.1632, 8.202, 5.5489, -0.0021, 0.0013, -0.0002
Si, 1.2876, 1.3175, 6.817, -0.0002, 0.0002, 0.0007
Si, 4.1252, 4.1323, 6.841, 0.0001, 0.0012, 0.0006
Si, 1.3959, 6.8104, 6.8044, -0.0004, -0.0008, 0.0011
Si, 4.0231, 9.4338, 6.8127, -0.0005, -0.0003, 0.0007
Si, 6.8447, 1.4253, 6.8345, 0.0001, 0, 0.0004
Si, 9.5232, 4.0595, 6.7771, -0.0012, -0.0005, 0.0003
Si, 6.767, 6.7799, 6.7865, -0.0002, -0.0007, 0.0001
Si, 9.5435, 9.569, 6.8441, -0.0008, 0.0014, 0.001
Si, -0.0531, 2.6698, 8.1662, -0.0004, 0.001, 0
Si, 2.6828, -0.0499, 8.1441, 0.0002, 0.0009, 0.0006
Si, 0.0181, 8.1699, 8.1666, -0.0005, -0.0017, 0
Si, 2.7333, 5.4579, 8.1991, -0.0005, -0.0002, -0.0002
Si, 5.4457, 2.7267, 8.1948, -0.002, -0.0009, 0.0004
Si, 8.1944, 0.0667, 8.1955, -0.0003, 0.0002, -0.0003
Si, 5.3852, 8.1027, 8.1567, -0.0005, -0.0006, 0.0001
Si, 8.151, 5.4077, 8.1255, -0.0014, 0, -0.0001
Si, 1.3752, 3.9943, 9.4657, -0.0011, -0.0009, 0.0007
Si, 4.0484, 1.3175, 9.5069, 0.0001, 0.0007, 0.0008
Si, 1.3538, 9.527, 9.5477, -0.0007, -0.0006, 0.0009
Si, 4.0746, 6.7885, 9.6052, -0.0016, -0.0004, -0.0007
Si, 6.8214, 4.0542, 9.5313, -0.0006, 0.0008, 0.0011
Si, 9.5289, 1.3862, 9.6364, -0.0009, -0.0003, -0.0003
Si, 6.7346, 9.5582, 9.3942, -0.0016, 0, 0.0003
Si, 9.5242, 6.7569, 9.4733, 0.0002, 0.0003, 0.0019
Si, 0.0693, 0.0271, 10.9431, 0, 0.001, -0.0012
Si, 2.7065, 2.6662, 10.902, -0.0016, -0.0002, -0.0002
Si, 0, 5.3132, 10.8104, -0.0014, -0.0001, -0.0012
Si, 2.6956, 8.1883, 10.9253, 0.0011, 0.0002, 0.0003
Si, 5.414, -0.042, 10.857, -0.0005, 0.0008, 0.0006
Si, 8.1284, 2.7407, 10.9815, -0.0006, -0.0002, 0.0004
Si, 5.4557, 5.368, 10.8913, -0.0019, 0.0001, -0.0006
Si, 8.0781, 8.1843, 10.6778, -0.0001, -0.0018, 0.0015
Si, 1.3589, 1.4043, 12.4163, -0.0009, 0.001, 0.0006
Si, 4.1411, 3.9645, 12.2585, 0.0013, 0.0001, 0.0009
Si, 1.3812, 6.6637, 12.1206, 0.0006, 0.0013, 0.0011
Si, 5.3602, 8.055, 13.5155, -0.0013, 0.0006, -0.0002
Si, 6.773, 1.2876, 12.2606, -0.0012, -0.0005, 0.0004
Si, 9.4798, 4.1202, 12.3415, -0.0003, 0, 0
Si, 6.7797, 6.8374, 12.1103, -0.0004, 0.0001, 0.0007
Si, 9.4694, 9.4898, 12.018, -0.0003, 0.0002, 0.002
Si, 1.0994, 4.3803, 14.9118, 0.0005, -0.0007, -0.0035
Si, 3.0187, 0.2806, 13.7363, -0.0008, -0.0012, -0.0013
Si, -2.4843, 7.2941, 15.6057, 0.0003, 0.0006, -0.001
Si, 2.7573, 5.3123, 13.5436, 0.0012, 0.0003, -0.0006
Si, 4.3118, 6.448, 14.908, 0.0017, -0.0022, -0.0027
Si, 9.5879, 0.9383, 14.9174, -0.0014, 0.0014, 0.0015
Si, -1.5616, 18.3945, 20.1573, 0.0003, -0.0006, -0.0062
Si, 8.5441, 6.0463, 13.4294, -0.0004, -0.0002, 0.0011
Si, -0.1446, 2.7184, 13.7631, 0.0013, -0.0014, -0.0027
Si, 5.3202, 2.4505, 13.6977, -0.0009, -0.0006, 0.0007
Si, 2.9266, 6.4384, 17.7666, -0.0023, 0.0012, -0.0083
Si, 10.7013, 7.3144, 15.2028, -0.0046, 0.0073, 0.0011
Si, 6.1998, 4.2712, 16.1496, 0.0023, 0.0014, -0.0116
Si, 7.0386, -1.808, 14.7118, 0.0005, -0.0007, -0.0002
Si, 8.1491, 10.7172, 13.4615, -0.0038, -0.0002, 0.0001
Si, 10.3133, 7.5887, 12.993, -0.002, -0.0023, -0.0032
Si, 0.1547, -0.3478, 31.5713, -0.0015, 0.0012, 0.006
Si, -3.691, 4.7865, 30.1412, -0.0007, -0.0016, 0.0115
Si, -10.3302, 6.5572, 28.534, 0, -0.0001, 0.0112
Si, 0.2765, 0.3519, 18.2813, -0.0009, -0.0001, -0.0114
Si, 15.3914, 11.1862, 29.4916, 0.0006, 0.0004, 0.0133
Si, 0.293, -5.9728, 24.3224, 0.0008, 0.0045, 0.0023
Si, -14.1994, 17.9841, 25.2187, 0.0023, -0.0005, 0.0021
Si, 9.4067, 8.6373, 27.199, -0.0021, 0.0014, 0.0094
Si, 8.2048, 4.2757, 17.7341, 0.0023, 0, -0.0083
Si, -0.262, -0.6289, 20.9989, 0.0002, 0.0003, -0.0067
Si, -1.8347, 2.7477, 25.4034, 0.0014, 0.0016, 0.0047
Si, -4.6703, 8.9142, 24.4015, 0, 0, -0.0008
Si, 3.9807, 3.9961, 26.1837, 0.0002, 0.002, 0.0057
Si, 7.5774, 7.775, 18.5216, -0.0003, -0.0045, -0.0092
Si, 17.3459, 21.1148, 17.455, 0.0013, 0.0005, -0.0101
Si, -13.9573, 11.6064, 21.6148, 0.0031, 0.0012, -0.0048
Si, -6.94, 15.2097, 18.3328, -0.0004, -0.0031, -0.0069
Si, 4.3134, -9.8927, 22.5545, -0.0002, 0.0037, -0.0006
Si, -9.2128, -11.2975, 23.4759, -0.0027, 0.0003, 0.0001
Si, 3.2666, 8.0364, 24.7391, 0.0012, -0.0007, 0.0034
Si, -3.9076, 11.7923, 23.8229, 0.0012, 0.0015, 0.0026
Si, 1.4585, 14.0407, 17.8146, 0, -0.0016, -0.0067
Si, -8.4787, 1.8007, 27.6396, 0.0009, 0.0015, 0.0103
Si, -22.9349, 3.7066, 31.4997, -0.0025, 0.0032, 0.0103
Si, 5.4028, -11.7811, 21.6236, -0.0011, -0.0026, -0.0061
Si, 4.7151, 3.8058, 21.2733, 0.0017, 0.0035, -0.0059
Si, 1.9141, 17.1746, 26.6978, 0.0008, -0.001, 0.0038
Si, 7.6821, 3.7614, 20.8655, 0.0018, 0.0006, -0.0098
Si, -6.8415, 9.5586, 12.3036, -0.0013, 0.0001, 0.0013
Si, 15.6426, 8.5221, 19.1312, -0.0001, -0.0015, -0.0075
Si, 3.174, -5.804, 23.5351, 0.0031, 0.0006, 0.0004
Si, -10.882, 16.4148, 18.4746, 0, -0.0052, -0.0091
Si, 1.1295, 9.9123, 15.8685, 0.0021, -0.0087, -0.0079
Si, -1.959, 5.9284, 22.6681, -0.0006, -0.0003, -0.0009
Si, -13.1611, 23.0276, 17.0769, 0.0018, 0.004, -0.0038
Si, 11.1678, 14.4097, 29.1352, -0.0009, 0.0011, 0.012
O, -20.7704, 8.3092, -16.2532, -0.001, -0.001, 0.003
O, -1.5881, 0.0746, -10.3771, 0.0007, -0.0009, 0.0013
O, -0.6341, 7.6357, -3.7824, -0.0006, 0.0011, -0.0037
O, 18.1782, -1.8993, -1.5261, 0.0007, 0.0021, -0.0071
O, 5.502, 3.8825, -5.2621, -0.0005, 0.0025, 0
O, 3.1786, 13.5151, -5.4767, 0.0005, 0.0005, -0.0029
O, -2.9286, -8.7268, -11.1188, -0.0003, -0.0009, 0.0035
O, -22.9982, -0.7212, 0.3719, 0.0003, 0.0008, -0.0008
O, 17.1519, 25.5295, -0.9552, 0.0041, 0.004, -0.0073
O, 10.41, 5.9171, -8.6477, 0.0023, -0.002, 0.0005
O, 11.7568, 9.1292, -0.6224, -0.0039, 0.0035, -0.0035
O, 12.5491, -6.3978, -8.3935, -0.0011, 0.0009, 0.0014
O, -7.386, 11.7795, -3.5713, -0.0032, 0.0034, -0.0047
O, 14.3339, 18.5713, -13.267, 0.003, 0.003, 0.0043
O, -6.3676, 9.0758, -11.3338, 0.0009, 0.0018, 0.0053
O, -11.134, -10.5897, 30.1427, -0.0022, 0.0017, -0.0047
O, -4.611, 25.7472, 21.6368, -0.0015, -0.0001, 0.0022
O, -5.2136, -5.2743, 15.3626, 0.0001, -0.0022, 0.0048
O, -6.656, -8.6124, 21.5361, -0.0004, -0.0009, 0.002
O, 7.6511, 20.2274, 18.107, 0.0001, -0.0001, 0.0056
O, -0.7014, 19.7607, 20.2888, 0.0014, 0.0011, 0.0031
O, -10.3045, 4.0633, 18.8341, -0.0022, 0.0024, 0
O, 4.6644, 4.3182, 19.7594, 0.0006, -0.001, 0.0069
O, 19.6063, 4.6592, 30.6505, -0.003, 0.0009, -0.0036
O, 6.9479, -4.8268, 26.3292, 0.0006, 0.0016, -0.0018
O, -4.0951, 17.2161, 30.3266, 0.0014, -0.0035, -0.0045
O, 22.0576, 5.7471, 15.2959, -0.0029, -0.0043, 0.0039
O, -14.1, 6.9688, 17.0856, 0.002, 0.0033, 0.0088
O, 1.3087, 11.6917, 27.0282, -0.0019, -0.0013, -0.0045
O, 5.8205, 10.4911, 28.8202, 0.0018, -0.0002, -0.0038
O, -1.7459, 23.9443, 31.3235, -0.0001, -0.0021, -0.0066
O, -5.8025, 31.6326, 18.2364, -0.0013, -0.0007, 0.0044
O, -0.5502, -22.7995, 26.6859, 0.002, 0.0037, -0.0032
O, -3.833, 0.852, 17.4215, -0.0014, 0.0003, 0.0029
O, -26.6025, 29.299, 19.0872, -0.0007, 0.001, 0.0031
O, -20.9803, 34.3911, 17.6486, 0.0005, -0.0014, 0.0049
O, -3.7723, 4.5142, 28.5676, 0.0003, 0.0012, -0.0082
O, -6.7302, -9.501, 14.2109, 0.001, -0.0003, 0.0023
O, 18.6229, 4.3575, 19.3298, -0.0002, -0.0016, 0.0114
O, 12.5558, 2.89, 28.6024, 0.0015, -0.0009, -0.004
O, 8.7206, 4.5486, 21.8358, 0, 0.0016, 0.0037
O, 14.3603, 17.7012, 16.2706, -0.0024, -0.0006, 0.0089
O, 3.1562, -16.5428, 26.8609, 0.0015, -0.0012, -0.0023
O, -20.4987, -4.5202, 17.8585, 0.0015, 0.0005, 0.0019
O, 7.9314, 2.0523, 24.4569, 0.0003, -0.0003, -0.0016
O, 14.9419, -6.6448, 24.5932, 0.0023, 0.0005, -0.0015
O, 15.6205, 30.4347, 25.0528, -0.0003, 0.0015, 0.0002
O, 7.9228, 6.1643, 23.92, 0.0018, 0.0016, -0.0002
O, 24.7111, 3.0471, 18.4143, -0.0032, 0.0002, 0.0025
O, 11.6918, 20.9644, 22.181, 0.0014, 0.0007, 0.0028
O, 2.5302, 7.6873, 26.1382, 0.0008, 0.0025, -0.0041
O, 10.3779, -4.5577, 19.7716, -0.0005, 0.0001, 0.003
O, 1.6253, 14.7059, 16.35, 0.001, 0.0003, 0.0055
O, 15.9335, -6.9644, 17.2218, -0.0039, 0.0004, 0.0075
O, 5.9588, -1.9158, 22.7824, 0.0015, -0.0001, 0.0036
O, -1.9978, -3.1031, 25.9128, -0.0036, -0.0007, -0.0041
O, 0.4916, 0.2574, 19.8682, -0.0016, -0.0025, 0.0055
O, 10.1795, 14.5556, 24.6566, 0.001, 0.0028, -0.0014
O, 2.4565, -0.4235, 15.1155, -0.0004, -0.0021, 0.0038
O, -5.9614, 12.445, 30.4253, 0.0005, -0.0029, -0.0086
O, 8.1045, -1.6382, 27.9685, 0.0027, -0.0019, -0.0054
O, -12.1998, 0.3076, 17.9927, 0.0067, 0.0021, 0.0051
O, -11.8376, -19.3033, 28.8439, 0.002, 0.0018, -0.0042
O, -5.4812, -9.4907, 23.7272, 0.0012, -0.0006, -0.0004
O, 8.7346, -3.7266, 21.6324, 0.0006, -0.001, 0.004
O, 10.7473, -21.9877, 15.2181, 0.0013, -0.0041, 0.0033
O, 12.0067, -0.7682, 17.4788, -0.0045, 0.0055, 0.0082
O, -1.0452, 1.5186, 26.0995, -0.0002, 0.001, -0.0025
O, -19.3647, -1.7568, 23.947, 0.0019, 0.0007, 0.0011
O, -14.8556, 10.3868, 24.713, -0.0004, 0.0005, -0.0006
O, 0.3114, -7.2006, 30.7571, -0.0002, -0.0001, -0.0048
O, 14.6816, 37.4998, 22.0856, -0.0008, 0.0003, 0.0021
O, 17.0895, -1.0898, 15.9311, 0.0018, 0.0014, 0.004
O, 17.6129, 10.6292, 20.8476, -0.0009, 0.0013, 0.0046
O, 8.7994, 13.6743, 17.5187, -0.0012, -0.0014, -0.0006
O, 11.5352, 0.1312, 24.6004, 0.0007, -0.0003, -0.0016
O, 11.6716, 5.6814, 25.6647, -0.0007, 0.002, -0.0041
O, 11.994, 22.5092, 32.3106, -0.0009, -0.001, -0.0022
O, -2.6866, -18.0716, 26.389, 0.0004, -0.0002, -0.0032
O, 14.1754, -4.2211, 23.8678, 0.0003, 0.0019, 0.0001
O, -1.3368, 5.2372, 17.5685, 0.0014, 0.0016, 0.0052
O, -4.7291, 13.9729, 14.9897, -0.001, 0.0015, 0.0033
O, -8.0678, 11.5892, 23.1447, 0.0003, 0.0002, 0.0004
O, 3.7025, -0.8317, 30.3289, 0.0004, 0.0056, -0.0064
O, 1.252, -14.8426, 29.9664, -0.0029, -0.0029, -0.0128
O, 26.7807, 7.8882, 31.1763, 0.0045, -0.0017, -0.003
O, -0.0158, -5.8778, 28.5564, 0.0018, 0.0029, -0.0043
O, -2.7661, 11.4113, 29.4955, -0.0004, -0.0006, -0.0041

Results
free energy: -134616.627 eV
free energy less fixed offsets of O -570.45, Si -639.56 eV per atom: 4.893 eV

The program warned: the cutoff lies below the one the program advises for these potential files; the forces do not sum to zero within the program's tolerance; empty levels may hold ghost states of the PAW files; the exchange-correlation potential is rough where the density is thin.
